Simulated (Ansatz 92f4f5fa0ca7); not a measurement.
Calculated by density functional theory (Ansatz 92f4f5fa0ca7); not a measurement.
Periodic cell of 234 atoms, Si141O87As6, from a study of silicon, its oxide and their interface. The atomic structure is a simulated model.

Settings
functional: PBE
potential files: Ansatz PAW
basis: plane waves
wave-function cutoff: 700 eV
density cutoff ratio: 5
exchange-correlation grid ratio: 1
k mesh: 2 x 2 x 1, shifted by 0.5 0.5 0.5 of a step
self-consistency stop: 5e-08 eV per atom in the density residual
occupations: fixed
spin: none
net charge: 0

Cell vectors (angstrom)
a, 11.6015, 0, 0
b, 0, 10.938, 0
c, 0, 0, 32.9724

Atoms: element, x, y, z (angstrom)
Si, 0.1112, -0.0168, 24.2519
As, 3.9917, -0.1245, 24.0023
Si, 7.8985, -0.0058, 24.4247
As, 2.0259, 1.4814, 24.0506
Si, 5.9609, 1.3544, 24.2428
As, 9.7939, 1.4759, 24.161
Si, -0.0061, 5.4345, 24.2441
Si, 4.0478, 5.6556, 24.3083
Si, 7.8569, 5.1756, 24.4354
Si, 1.9807, 6.7688, 24.3248
Si, 6.089, 6.7625, 24.503
Si, 9.6143, 6.7159, 24.3567
Si, 1.9799, 2.6898, 26.1479
Si, 5.8316, 2.6639, 26.212
Si, 9.7523, 2.6192, 26.2707
Si, 0.0263, 4.0562, 26.1895
Si, 3.931, 4.0536, 26.1031
Si, 7.7996, 3.9309, 26.3633
Si, 2.0127, 8.2583, 26.1617
Si, 5.8989, 8.2238, 26.3243
Si, 9.7386, 8.1495, 26.2506
Si, 0.0548, 9.553, 26.1782
Si, 3.9726, 9.6202, 26.138
Si, 7.842, 9.5464, 26.3203
Si, 0.0567, -0.0212, 28.1263
Si, 3.8917, -0.0194, 28.1206
Si, 7.7803, 0.0178, 28.1852
Si, 1.9725, 1.3703, 28.1182
Si, 5.8165, 1.3299, 28.152
Si, 9.7355, 1.3204, 28.1961
Si, 0.0633, 5.452, 28.1217
Si, 3.8941, 5.4336, 28.0849
Si, 7.7769, 5.4615, 28.1641
Si, 1.9897, 6.8464, 28.0993
Si, 5.8225, 6.8018, 28.1839
Si, 9.7263, 6.7991, 28.1723
Si, 1.9336, 2.7345, 30.0732
Si, 5.8008, 2.7345, 30.0732
Si, 9.6679, 2.7345, 30.0732
Si, 0, 4.1018, 30.0732
Si, 3.8672, 4.1018, 30.0732
Si, 7.7343, 4.1018, 30.0732
Si, 1.9336, 8.2035, 30.0732
Si, 5.8008, 8.2035, 30.0732
Si, 9.6679, 8.2035, 30.0732
Si, 0, 9.5708, 30.0732
Si, 3.8672, 9.5708, 30.0732
Si, 7.7343, 9.5708, 30.0732
Si, 0, 0, 32.0067
Si, 3.8672, 0, 32.0067
Si, 7.7343, 0, 32.0067
Si, 1.9336, 1.3673, 32.0067
Si, 5.8008, 1.3673, 32.0067
Si, 9.6679, 1.3673, 32.0067
Si, 0, 5.469, 32.0067
Si, 3.8672, 5.469, 32.0067
Si, 7.7343, 5.469, 32.0067
Si, 1.9336, 6.8362, 32.0067
Si, 5.8008, 6.8362, 32.0067
Si, 9.6679, 6.8362, 32.0067
Si, 1.9336, 2.7345, 0.9679
Si, 5.8008, 2.7345, 0.9679
Si, 9.6679, 2.7345, 0.9679
Si, 0, 4.1018, 0.9679
Si, 3.8672, 4.1018, 0.9679
Si, 7.7343, 4.1018, 0.9679
Si, 1.9336, 8.2035, 0.9679
Si, 5.8008, 8.2035, 0.9679
Si, 9.6679, 8.2035, 0.9679
Si, 0, 9.5708, 0.9679
Si, 3.8672, 9.5708, 0.9679
Si, 7.7343, 9.5708, 0.9679
Si, -0.0475, -0.0026, 2.9114
Si, 3.7934, 0.0248, 2.8914
Si, 7.6852, 0.0396, 2.8618
Si, 1.8665, 1.4044, 2.9295
Si, 5.7272, 1.3676, 2.892
Si, 9.6365, 1.3593, 2.8793
Si, -0.0354, 5.4968, 2.9021
Si, 3.8223, 5.5088, 2.8789
Si, 7.7066, 5.4821, 2.8882
Si, 1.8917, 6.8748, 2.928
Si, 5.7695, 6.8432, 2.8824
Si, 9.6333, 6.8561, 2.9244
Si, 1.8531, 2.8091, 4.8668
Si, 5.6871, 2.765, 4.7983
Si, 9.6342, 2.7211, 4.8013
Si, -0.1169, 4.1823, 4.8636
Si, 3.7901, 4.1879, 4.8145
Si, 7.668, 4.022, 4.7416
Si, 1.8642, 8.2711, 4.8697
Si, 5.7372, 8.2686, 4.7635
Si, 9.5642, 8.224, 4.8821
Si, -0.0911, 9.6055, 4.8711
Si, 3.8145, 9.6334, 4.8302
Si, 7.6855, 9.6367, 4.7775
As, -0.0053, -0.1425, 6.9624
As, 3.8627, -0.1424, 6.9375
Si, 7.7035, 0.0995, 6.6935
Si, 1.9396, 1.2849, 6.685
Si, 5.7279, 1.4119, 6.7297
Si, 9.7336, 1.3972, 6.7634
Si, -0.2812, 5.6202, 6.8037
As, 3.7297, 5.4086, 6.8919
Si, 7.4884, 5.3248, 6.649
Si, 1.7772, 6.8313, 6.7509
Si, 5.6873, 6.8337, 6.6238
Si, 9.2676, 6.8738, 6.8537
O, 8.7491, 7.7402, 8.2198
O, 2.0218, 2.1791, 8.0754
O, 6.0328, 7.7853, 7.9661
O, 7.3588, 4.3853, 8.0326
O, 5.7202, 2.2641, 8.1683
O, 7.5307, 10.0723, 8.0279
O, 11.3024, 4.6748, 8.1695
O, 1.8028, 7.6549, 8.2049
O, 9.5722, 4.1338, 10.1496
O, 9.157, 7.6475, 23.038
O, 7.9829, 4.1755, 23.0963
O, 7.929, 10.006, 23.0395
O, 2.1768, 7.3186, 22.7248
O, 4.1284, 5.4741, 22.6131
O, 0.1318, 9.983, 22.8629
O, 6.1479, 2.2628, 22.8377
O, 11.5045, 4.4457, 22.875
O, 6.4143, 7.7853, 23.216
Si, 9.0466, 11.9165, 20.3739
Si, 6.3969, 3.4924, 9.0121
Si, 13.3421, 2.4576, 9.6502
Si, -2.7557, 7.3777, 15.2964
Si, 0.9734, 3.0503, 19.0186
Si, -0.4385, -3.6152, 19.7819
Si, 7.3504, 8.5558, 8.589
Si, -4.2821, 5.8772, 13.0217
Si, 5.9354, 11.2346, 16.2625
Si, 7.7873, 8.4342, 22.6117
Si, 7.293, 3.142, 22.0285
Si, 14.5506, 6.2245, 21.7448
Si, 11.9411, 4.8246, 21.3439
Si, 11.8582, 7.9701, 14.9579
Si, 1.9554, 11.0982, 19.2372
Si, 4.4787, 9.7883, 18.5455
Si, -1.0112, 3.505, 9.0461
Si, 1.5101, 0.7336, 12.0717
Si, 8.5082, 3.4535, 11.1926
Si, -1.4109, 12.2269, 12.9571
Si, 3.6424, 4.5873, 18.0231
Si, 8.3667, 7.0277, 18.2759
Si, 3.3555, -1.8116, 11.7909
Si, 0.5721, -0.0488, 16.3936
Si, 2.2629, -3.4432, 9.7503
Si, 3.8422, 4.7793, 10.3828
Si, 1.7587, 5.4106, 14.4375
Si, 7.2605, 9.346, 19.7748
Si, 6.5661, -6.3811, 19.3274
Si, 1.2403, 7.2234, 12.3707
Si, 0.9288, 2.364, 14.4322
Si, -0.1259, 10.0624, 21.2376
Si, 4.5344, 4.7768, 13.5311
Si, -3.6557, -0.7755, 14.0525
Si, 2.6855, 7.2534, 18.9097
Si, 7.5155, 2.6077, 17.0621
Si, 10.2451, 1.8818, 17.5367
Si, 4.9842, 2.9436, 15.6496
Si, 6.538, 8.6544, 11.689
O, -0.0199, 2.8224, 17.7281
O, -4.2112, 5.9546, 19.0546
O, 12.8578, 1.1816, 15.537
O, 3.3057, 6.2461, 9.9182
O, 8.2312, 6.7506, 16.671
O, 6.6328, 4.0932, 20.8845
O, 0.2221, 8.111, 13.3073
O, 0.175, 2.8035, 9.9011
O, 10.4437, 7.4386, 15.5176
O, 5.2196, 4.4536, 9.5906
O, 5.2061, -0.9012, 17.0926
O, 9.8301, 2.4053, 8.094
O, 4.6148, 3.2443, 14.0973
O, -2.0181, 1.6233, 18.9901
O, -0.94, 0.4717, 16.7965
O, 3.3893, 6.9747, 20.3744
O, 7.2811, 3.3875, 18.4586
O, 2.7672, 7.8184, 12.5966
O, 4.1906, 15.7259, 11.9606
O, 8.3746, -2.0362, 14.9843
O, 4.0491, 3.8382, 16.641
O, -1.2286, 0.3212, 21.072
O, 3.3811, 16.4635, 14.3984
O, 1.3735, 10.6392, 17.7842
O, 9.9447, 6.9585, 18.7484
O, 1.2834, 3.9016, 14.9083
O, 1.9488, -5.9186, 21.3116
O, 4.97, 4.6452, 18.9765
O, 4.9808, 9.1391, 11.9297
O, -0.4418, -4.7457, 20.9523
O, 5.6416, 9.481, 19.6403
O, -3.688, -0.1266, 20.0052
O, 7.6361, 8.3657, 21.0097
O, 7.8506, 8.5706, 18.4702
O, -3.6499, 4.6156, 12.1964
O, 13.926, -7.0901, 18.6281
O, 15.1901, 0.0981, 19.1405
O, -2.3679, 2.2048, 11.9783
O, 8.3866, 13.0673, 21.3324
O, 1.4923, 1.6511, 19.6211
O, 9.0984, 13.5903, 16.6553
O, 2.9935, 8.8919, 10.2007
O, 4.7364, 1.3558, 15.9096
O, 0.0485, 3.713, 20.1972
O, 1.1856, -5.2638, 12.9091
O, 14.7235, 6.1185, 17.8197
O, 12.922, -0.7042, 20.4756
O, 3.382, 8.604, 18.3496
O, -4.9082, 10.8327, 14.8725
O, -0.1455, 0.491, 12.1948
O, 1.2774, 6.7168, 15.3313
O, 7.4386, 9.6527, 12.598
O, 1.0389, 18.2916, 19.0318
O, 8.4559, 6.3917, 14.0632
O, -2.3951, 0.2373, 13.7532
O, 2.697, 3.6736, 10.109
O, 7.0531, 8.7787, 10.1603
O, -4.3396, 13.8345, 10.2736
O, 12.1823, 9.4517, 15.594
O, 14.1101, -0.536, 12.3939
O, 1.8235, 12.9067, 13.1105
O, 1.9876, 12.0743, 10.5635
O, -0.6696, 2.2828, 14.0427
O, 5.9788, 5.4526, 13.8421
O, -0.7634, 8.7272, 20.5488
O, 6.822, 7.0922, 12.0553
O, 6.5794, -7.6582, 15.9011
O, 7.0298, 1.0441, 17.2356
O, 0.9571, 7.2726, 10.7556

Results
free energy: -168272.443 eV
free energy less fixed offsets of As -4857.07, O -569.03, Si -635.61 eV per atom: -3.403 eV

Forces (eV/angstrom), in the order of the atoms: element, x, y, z
Si, 0.0147, -0.0362, -0.0325
As, 0.0267, 0.0236, 0.0572
Si, 0.0531, -0.0609, -0.0631
As, 0.0003, 0.029, -0.0062
Si, -0.0889, 0.0348, -0.0864
As, -0.009, 0.0163, -0.013
Si, 0.0177, -0.0975, -0.0209
Si, 0.0188, -0.0751, 0.0135
Si, -0.0121, -0.0915, -0.0961
Si, -0.0368, 0.0253, -0.0215
Si, 0.0979, 0.1045, -0.0106
Si, -0.1051, 0.1334, -0.02
Si, -0.0054, -0.0523, -0.01
Si, -0.0105, -0.0094, 0.0085
Si, 0.0574, -0.033, -0.0292
Si, 0.0079, 0.0683, -0.0033
Si, 0.0232, 0.0736, -0.0334
Si, -0.0239, 0.0631, 0.0198
Si, -0.0407, -0.0671, -0.0076
Si, 0.0245, -0.0719, 0.0002
Si, 0.0517, -0.0658, -0.0212
Si, -0.0072, 0.0183, -0.0104
Si, 0.0112, 0.037, -0.0218
Si, -0.0506, 0.0552, -0.0386
Si, 0.0031, -0.0551, 0.0295
Si, -0.0155, -0.0362, 0.0458
Si, 0.0023, -0.0289, 0.0292
Si, 0.0045, 0.0387, 0.0531
Si, -0.0149, 0.0535, 0.0246
Si, 0.0096, 0.0195, 0.0333
Si, 0.0001, -0.0358, -0.0067
Si, -0.0121, -0.0578, -0.011
Si, 0.0025, -0.037, -0.0346
Si, -0.0016, 0.0406, 0.0084
Si, -0.0166, 0.0256, -0.0093
Si, -0.0049, 0.0245, -0.0137
Si, 0.0385, -0.0613, -0.0708
Si, 0.0018, -0.0404, -0.0757
Si, 0.0821, 0.034, 0.1164
Si, 0.1118, -0.0036, -0.0331
Si, -0.0103, 0.001, -0.2088
Si, 0.0329, -0.0461, 0.1729
Si, 0.0615, -0.0975, -0.0992
Si, -0.0115, -0.0905, 0.2044
Si, 0.0637, -0.0327, 0.0809
Si, 0.1196, -0.0853, -0.0625
Si, -0.0287, -0.0527, -0.1014
Si, 0.0179, -0.0656, 0.1495
Si, -0.0029, 0.0291, 0.0003
Si, 0.0057, 0.0132, -0.0086
Si, -0.0041, -0.0742, 0.0194
Si, -0.0036, -0.0234, -0.0094
Si, 0.0036, 0.0053, -0.0164
Si, 0.0091, 0.0504, 0.0067
Si, 0.0088, 0.0203, 0.0021
Si, -0.0119, 0.031, -0.0359
Si, -0.0062, -0.0561, 0.0222
Si, -0.0011, -0.0592, -0.0116
Si, -0.0061, 0.0903, 0.0131
Si, -0.001, -0.0023, 0.0225
Si, -0.0882, 0.0232, 0.0464
Si, -0.0744, 0.0569, 0.0003
Si, -0.0135, 0.0459, -0.0486
Si, -0.0235, 0.0957, 0.0421
Si, -0.0538, 0.0527, -0.0369
Si, -0.0037, 0.0633, -0.0571
Si, -0.0585, 0.0658, 0.0111
Si, 0.0066, 0.0222, -0.1166
Si, -0.0347, 0.0328, 0.111
Si, 0.0052, 0.005, 0.0272
Si, -0.1145, 0.031, 0.023
Si, -0.0629, 0.053, -0.1068
Si, 0.0205, -0.0285, -0.0221
Si, -0.0002, -0.0345, -0.0334
Si, -0.0026, -0.0269, -0.0195
Si, 0.0052, 0.0553, -0.036
Si, 0.0066, 0.0412, -0.0157
Si, 0.0217, 0.0519, 0.0022
Si, 0.014, -0.0339, -0.0211
Si, -0.0229, -0.0365, -0.022
Si, -0.0012, -0.0217, 0.0015
Si, -0.0013, 0.0449, -0.0139
Si, 0.0015, 0.0514, 0.0121
Si, 0.0001, 0.0389, 0.0149
Si, 0.0178, -0.047, 0.0042
Si, -0.0403, -0.027, 0.0233
Si, 0.0027, -0.0387, 0.02
Si, 0.0019, 0.0491, 0.0214
Si, -0.0138, 0.0439, 0.0224
Si, 0.0321, 0.032, -0.0421
Si, -0.0196, -0.0536, 0.0081
Si, 0.0216, -0.0572, 0.0117
Si, -0.0061, -0.065, 0.0119
Si, 0.0392, 0.0331, -0.0201
Si, -0.0032, 0.0309, 0.0264
Si, -0.0437, 0.0238, 0.004
As, -0.0011, -0.0194, 0.0203
As, -0.0095, -0.023, -0.0046
Si, -0.0371, -0.0681, 0.0774
Si, 0.008, 0.0347, 0.0182
Si, -0.0391, 0.0197, 0.0378
Si, 0.0168, 0.0434, 0.018
Si, 0.0435, -0.0728, 0.0117
As, 0.0442, -0.0035, -0.065
Si, -0.0241, -0.093, 0.1062
Si, 0.0504, -0.0101, 0.0421
Si, 0.0242, 0.0756, 0.0461
Si, -0.0934, 0.0904, 0.0199
O, -0.0059, -0.0257, -0.0557
O, -0.0177, 0.0209, 0.0389
O, 0.0297, 0.0165, 0.0072
O, 0.009, -0.0111, -0.0176
O, 0.0235, 0.0338, -0.0057
O, 0.0254, -0.0403, -0.0126
O, -0.0517, -0.0356, 0.0062
O, 0.0117, 0.0235, 0.0351
O, -0.0104, -0.0257, -0.0042
O, 0.0104, -0.0145, 0.0329
O, -0.0163, 0.0171, 0.0391
O, 0.0124, -0.0315, 0.0223
O, 0.0298, -0.0045, -0.0009
O, -0.0294, -0.007, 0.0078
O, -0.0132, -0.0224, -0.0409
O, 0.0398, 0.0542, -0.019
O, 0.014, 0.0186, 0.002
O, 0.0279, -0.0041, 0.0157
Si, 0.0087, 0.001, -0.0018
Si, -0.0196, 0.0004, 0.0088
Si, 0.0122, 0.0028, -0.0252
Si, 0.0019, -0.004, 0.0078
Si, -0.0062, -0.0011, -0.0003
Si, -0.0014, 0.0067, -0.0026
Si, -0.0199, 0.0375, 0
Si, -0.0004, -0.0047, 0.0132
Si, -0.004, -0.008, 0.0007
Si, -0.0094, 0.0163, -0.0084
Si, -0.0257, -0.0285, -0.0076
Si, -0.0063, -0.008, 0.0087
Si, -0.002, 0.0038, 0.0105
Si, -0.0035, -0.0002, 0.0017
Si, -0.0042, -0.0059, 0.0025
Si, -0.0011, 0.0022, -0.0058
Si, 0.0121, 0.0074, 0.0065
Si, 0.0079, -0.0042, 0.0013
Si, -0.0017, -0.0008, 0.008
Si, -0.0015, -0.0012, 0.0124
Si, -0.0063, 0.0033, -0.0044
Si, 0.0066, 0.0044, -0.0083
Si, -0.0024, 0.0029, 0.0036
Si, -0.0033, -0.0043, 0.0083
Si, -0.0188, 0.008, -0.0402
Si, -0.0048, -0.0055, -0.0027
Si, 0.0028, -0.0022, 0.0002
Si, 0.0026, 0.0042, -0.0103
Si, -0.0008, -0.0034, -0.0011
Si, -0.0016, 0.0004, -0.0046
Si, 0.001, -0.0019, 0.0006
Si, 0.0047, -0.0073, 0.0371
Si, -0.0024, -0.0032, 0.0016
Si, 0.0015, 0.001, 0.0026
Si, 0.0022, -0.0017, -0.0016
Si, 0.0068, 0.0032, -0.0013
Si, -0.001, 0.0013, -0.0045
Si, -0.0034, -0.0002, -0.0004
Si, -0.0003, 0.0071, 0.0116
O, -0.0109, -0.0207, 0.0237
O, 0.004, -0.0028, -0.0024
O, -0.0269, -0.0029, -0.0133
O, -0.0122, 0.0014, 0.0101
O, 0.0113, 0.0117, 0.0041
O, 0.017, -0.0079, -0.001
O, 0.0249, -0.0294, 0.0237
O, -0.0003, 0.0087, -0.0281
O, -0.0078, 0.0111, -0.0214
O, 0.0111, -0.0187, -0.0035
O, 0.0027, 0.0133, 0.0181
O, 0.0199, 0.0192, -0.0114
O, 0.0031, 0.0204, 0.0145
O, 0.0106, -0.0043, -0.0083
O, 0.0228, 0.0269, 0.013
O, -0.0267, -0.0054, -0.0216
O, -0.0164, 0.0089, -0.0156
O, -0.0259, 0.0063, -0.0302
O, 0.0035, 0.0004, 0.0172
O, -0.0001, -0.013, -0.0211
O, 0.0196, -0.0112, 0.0093
O, -0.023, 0.0007, -0.0134
O, -0.0072, -0.0178, -0.0258
O, -0.0096, 0.0215, 0.0027
O, -0.019, 0.0089, 0.0098
O, 0.0054, -0.0016, -0.0113
O, -0.0167, 0.0301, 0.0234
O, 0.0054, -0.0024, -0.0131
O, 0.0036, -0.0161, -0.0127
O, 0.0247, -0.0185, -0.0141
O, 0.0088, 0.0039, -0.0161
O, 0.0064, -0.0117, 0.012
O, -0.0011, 0.0192, 0.0139
O, 0.0003, -0.0152, 0.0173
O, -0.0051, 0.0096, -0.0075
O, 0.0064, -0.0015, -0.0078
O, -0.0095, -0.0148, 0.0002
O, 0.0028, 0.0066, -0.001
O, -0.013, -0.0015, -0.0028
O, -0.005, 0.0018, -0.0209
O, -0.0124, -0.0156, 0.0234
O, -0.0049, -0.0206, 0.0351
O, 0.0369, 0.0162, 0.0044
O, 0.0073, 0.0002, -0.0074
O, 0.0189, 0.0292, 0.0173
O, 0.0041, -0.0014, 0.0242
O, 0.0019, 0.0001, -0.0109
O, 0.0113, -0.0069, 0.015
O, 0.0031, 0.0035, 0.0062
O, 0.0025, 0.0257, 0.009
O, -0.0109, 0.0013, -0.0204
O, 0.0003, -0.0127, 0.015
O, 0.0081, -0.0014, 0.0222
O, -0.021, 0.016, -0.0009
O, -0.0033, 0.0016, -0.0152
O, 0.0069, -0.0008, 0.0004
O, -0.008, -0.0035, 0.0038
O, 0.008, 0.0242, -0.012
O, 0.0051, 0.0012, -0.0052
O, 0.0061, -0.0048, -0.009
O, -0.0311, -0.016, 0.0032
O, -0.0058, 0.0174, 0.0036
O, 0.0232, -0.023, -0.0168
O, 0.002, -0.001, -0.0268
O, 0.0024, -0.013, -0.0089
O, 0.0137, -0.0008, 0.012
O, -0.0202, -0.0258, 0.0208
O, -0.0094, 0.0146, -0.0194
O, 0.0409, 0.0006, 0.0194

The program warned: the cutoff lies below the one the program advises for these potential files; the forces do not sum to zero within the program's tolerance; the exchange-correlation potential is rough where the density is thin.
